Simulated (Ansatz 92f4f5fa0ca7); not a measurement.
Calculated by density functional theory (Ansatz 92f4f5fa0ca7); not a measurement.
Periodic cell of 223 atoms, Si132O90As1, from a study of silicon, its oxide and their interface. The atomic structure is a simulated model.
Doubt: the cutoff is far below the 930 eV that the study's wrapper takes by default for these files, so forces and energies are approximate.
This geometry differs little from another in the collection (a relaxation step or a small displacement).

Settings: functional PBE; potential files Ansatz PAW; basis plane waves; wave-function cutoff 580 eV; density cutoff ratio 5; exchange-correlation grid ratio 1; k mesh 1 x 1 x 1, Gamma-centred; self-consistency stop 5e-08 eV per atom in the density residual; occupations fixed; spin none; net charge +1 e, with a uniform compensating background and no finite-size correction.

Cell vectors (angstrom)
a  10.938  0  0
b  0  10.938  0
c  0  0  32.1988

Atoms: element, x, y, z (angstrom)
Si  10.5819  0.2208  24.8595
Si  5.7344  10.6815  24.7347
Si  2.477  2.9159  24.6312
Si  8.4216  2.4643  24.8162
Si  0.2712  5.1693  24.7459
Si  5.151  5.7478  24.6817
Si  2.9305  8.0095  24.5874
Si  7.9397  8.4384  24.7253
Si  1.3261  1.3818  26.0252
Si  6.843  1.3103  26.1148
Si  4.0406  4.1055  25.9826
Si  9.6054  4.0591  26.0757
Si  1.3953  6.8287  25.9923
Si  6.7658  6.8533  26.0152
Si  4.1001  9.5343  25.9901
Si  9.4589  9.5712  26.1496
Si  2.7253  -0.0066  27.3336
Si  8.1532  -0.0175  27.5567
Si  0.0073  2.715  27.4773
Si  5.4376  2.7451  27.3575
Si  2.7243  5.4671  27.4224
Si  8.1823  5.4715  27.3419
Si  -0.0077  8.1819  27.3661
Si  5.4381  8.1987  27.4391
Si  4.0761  1.3655  28.7337
Si  9.5754  1.3567  28.8411
Si  1.3637  4.1054  28.8055
Si  6.8265  4.1047  28.7315
Si  4.0969  6.8176  28.798
Si  9.5523  6.822  28.7386
Si  1.3664  9.5664  28.727
Si  6.7791  9.5441  28.8558
Si  0.0213  -0.024  30.1539
Si  5.4201  0.0136  30.1573
Si  2.7372  2.7269  30.1459
Si  8.1886  2.7526  30.1371
Si  -0.0251  5.4669  30.1344
Si  5.4807  5.4556  30.1463
Si  2.7229  8.2102  30.1229
Si  8.2028  8.1763  30.1526
Si  1.3764  1.3557  31.5236
Si  6.8186  1.3826  31.4892
Si  4.1125  4.0896  31.5134
Si  9.5609  4.1021  31.5184
Si  1.3555  6.8405  31.4738
Si  6.8466  6.8161  31.5312
Si  4.0751  9.5687  31.5242
Si  9.5779  9.5519  31.5086
Si  2.7368  0.0017  0.7151
Si  8.1948  0.0081  0.6395
Si  0.0025  2.7325  0.6841
Si  5.4806  2.7305  0.6934
Si  2.7333  5.4914  0.6438
Si  8.2084  5.4528  0.7131
Si  0.011  8.1833  0.6723
Si  5.4696  8.2023  0.6833
Si  4.1303  1.3633  2.0696
Si  9.5385  1.3614  2.0341
Si  1.3801  4.132  2.0181
Si  6.8467  4.0811  2.0776
Si  4.1034  6.8279  2.0465
Si  9.6062  6.8219  2.0569
Si  1.3892  9.517  2.0517
Si  6.8255  9.618  2.033
Si  0.0275  0.0011  3.3338
Si  5.4887  0.0098  3.4802
Si  2.7761  2.7934  3.3608
Si  8.1937  2.6991  3.4606
Si  0.0321  5.4645  3.4411
Si  5.4739  5.4637  3.4111
Si  2.7812  8.2014  3.4572
Si  8.1686  8.1894  3.338
Si  1.3967  1.398  4.6388
Si  6.8376  1.3583  4.9041
Si  4.154  4.0846  4.8168
Si  9.5808  4.0809  4.771
Si  1.4282  6.8187  4.8131
Si  6.816  6.8827  4.7497
Si  4.1366  9.5774  4.8576
As  9.5571  9.5511  4.7972
Si  2.7544  0.1248  6.0631
Si  8.1716  -0.0238  6.3166
Si  0.0318  2.6707  6.0485
Si  5.4744  2.7256  6.31
Si  2.8157  5.4744  6.1984
Si  8.1719  5.4724  6.0487
Si  0.0569  8.1536  6.2036
Si  5.5171  8.2169  6.2484
Si  3.8352  1.5802  7.6238
Si  9.856  1.1519  7.4741
Si  1.6254  3.8004  7.3223
Si  6.654  4.4104  7.4961
Si  4.4028  6.6237  7.567
Si  9.3543  6.9343  7.4223
Si  1.1633  9.9359  7.3063
Si  7.1366  9.2176  7.6901
O  8.3368  8.1221  7.8815
O  2.7136  2.7432  7.9682
O  9.5176  1.3477  24.2675
O  4.0463  6.8637  24.1265
O  0.025  0.0136  7.9607
O  5.5318  5.5073  8.0398
O  6.8486  9.5728  24.2
O  1.3679  4.0622  24.1681
O  3.8593  7.3736  8.9502
O  0.7717  4.377  8.5849
O  9.8013  6.1866  8.821
O  2.1415  9.3771  8.4884
O  7.5236  3.927  8.8068
O  4.2649  0.9205  9.0782
O  6.7296  9.5456  9.2369
O  9.2028  1.8542  8.8035
O  7.7019  3.1494  23.517
O  10.4912  5.845  23.4435
O  5.0851  0.4385  23.4038
O  5.8593  5.0875  23.3579
O  3.1013  2.2053  23.2739
O  2.2953  8.7232  23.2255
O  8.6264  7.7605  23.394
O  0.2225  10.3158  23.5982
Si  4.3853  1.5688  22.4612
Si  3.4887  7.9283  14.0369
Si  7.1163  0.9549  14.6733
Si  0.9413  9.3539  22.5154
Si  1.1888  4.3066  11.89
Si  6.2657  8.963  15.3248
Si  0.6806  1.3691  12.2954
Si  8.6248  4.9513  20.5056
Si  0.3238  5.7183  9.3677
Si  5.1012  3.123  17.9479
Si  0.888  3.7463  16.7503
Si  10.4033  2.8491  19.2299
Si  5.2808  1.1849  10.3619
Si  0.8831  0.1788  19.8463
Si  6.6456  9.4571  10.8875
Si  9.3363  9.677  18.3292
Si  9.3874  9.2466  12.5831
Si  6.5675  3.8432  22.5772
Si  2.4365  8.0602  9.387
Si  10.5869  7.3673  17.0779
Si  2.5101  6.2917  16.5824
Si  10.1786  4.4923  14.1957
Si  6.1364  9.1835  18.5185
Si  7.964  2.5709  9.5976
Si  8.8826  2.1394  12.4669
Si  5.3363  6.2447  18.0683
Si  3.92  0.554  19.4647
Si  4.2828  3.8426  12.0616
Si  5.5404  6.6004  12.1515
Si  8.0124  2.5061  17.2229
Si  4.3607  2.4787  14.9735
Si  1.541  1.2131  15.2592
Si  1.562  9.4137  12.0542
Si  8.0496  6.8524  13.8762
Si  10.3799  9.838  15.4942
Si  9.8071  7.0144  22.5432
Si  8.1058  5.4843  17.4052
O  6.0443  7.9586  11.2954
O  6.0141  9.2068  16.8998
O  7.6829  1.3565  13.2
O  0.9034  1.7486  13.8611
O  9.4229  6.2582  16.8761
O  6.756  6.2039  13.1482
O  5.1281  4.6607  18.6128
O  9.2304  2.161  18.2756
O  2.3635  0.0945  19.0798
O  9.4104  10.2352  16.7695
O  2.7947  4.4313  11.7079
O  5.0631  10.3207  19.1081
O  9.4308  3.2408  13.498
O  0.4567  1.767  19.9602
O  3.1546  1.3609  15.0637
O  8.1652  5.3753  19.019
O  3.8918  6.6013  17.3911
O  4.5784  3.2797  16.3898
O  9.0654  5.668  14.3085
O  5.446  2.7581  22.1344
O  10.6779  4.1512  15.6884
O  0.3445  3.8694  18.284
O  10.4229  10.5139  19.2234
O  9.6404  10.0292  14.0327
O  10.9107  8.1169  22.0845
O  1.1905  2.1624  16.5284
O  9.7337  3.7526  20.4191
O  8.1334  4.032  16.6771
O  -0.0478  9.1019  11.9103
O  6.586  2.4202  18.0135
O  5.5831  10.7183  11.1971
O  7.7471  9.5913  18.8453
O  10.0313  1.0261  12.0565
O  1.3042  6.9615  9.0133
O  0.624  4.7674  13.3498
O  5.7058  7.6214  18.9837
O  5.2407  5.0865  11.5216
O  2.7095  6.9859  15.1181
O  0.91  2.7473  11.4592
O  0.8598  10.6866  15.5433
O  2.3792  8.5717  10.9127
O  4.704  2.436  11.2716
O  4.2529  3.511  13.6841
O  2.205  4.6817  16.4871
O  10.7025  8.2506  15.6978
O  6.9258  10.2878  14.6687
O  2.3457  8.9566  13.4242
O  8.0292  1.5204  15.9134
O  4.1194  6.9954  12.8532
O  4.1765  2.0093  18.7274
O  7.2896  4.4177  21.2572
O  8.4048  2.9214  11.1143
O  1.1755  6.8609  17.3586
O  5.6524  1.5748  14.7502
O  8.1309  9.7612  11.5903
O  9.1974  6.2881  21.2338
O  8.947  7.7169  12.8527
O  1.6496  0.1177  11.8667
O  6.6399  6.1462  17.0616
O  7.4008  7.8029  15.0478
O  1.2102  10.306  21.2326
O  10.0301  8.1993  18.3568
O  3.9446  0.845  21.0811
O  0.3656  5.3482  10.9291
O  6.6896  1.5725  9.6241
O  4.7815  8.6999  14.679

Results
free energy: -139961.496 eV
free energy less fixed offsets of As -4856.12, O -568.88, Si -635.61 eV per atom: -5.656 eV

Forces (eV/angstrom), in the order of the atoms: element, x, y, z
Si  -0.002  0.0023  0.0012
Si  0.0031  -0.001  0.0012
Si  -0.001  0.0028  0.0009
Si  0.0005  -0.0026  0.0018
Si  0.0039  -0.0014  0.0021
Si  -0.0039  0.0021  0.0016
Si  0.0004  -0.0035  0.0024
Si  -0.0007  0.0023  0.0016
Si  0.0018  -0.0015  0.0011
Si  -0.0012  0.002  0.0025
Si  0.0001  -0.0005  0.0044
Si  -0.0026  0.0018  0.0017
Si  -0.0008  0.0015  0.0043
Si  0.0023  -0.0007  0.0021
Si  -0.0006  0.0012  0.0023
Si  0.0017  -0.0022  0.0014
Si  -0.0007  -0.0005  -0.002
Si  -0.003  -0.0005  0.0071
Si  0.0011  0.0005  0.008
Si  0.0001  -0.001  -0.0021
Si  0.0004  0.0008  0.0026
Si  0  -0.0007  -0.0021
Si  0.0009  -0.0019  -0.002
Si  -0.0025  -0.0017  0.005
Si  0.0012  -0.0005  0.0019
Si  -0.0001  -0.0009  -0.0041
Si  -0.0007  -0.0024  -0.0045
Si  -0.0008  0  0.0022
Si  -0.0003  -0.0004  -0.0049
Si  -0.0004  0.0006  0.0025
Si  -0.0009  0.0005  0.0025
Si  0.0025  0.001  -0.004
Si  0.0006  0.0015  0.0003
Si  0.0001  -0.0012  0.0002
Si  -0.0021  0.0016  0
Si  0.0003  -0.0022  -0.0002
Si  0.0009  -0.0006  0.0008
Si  -0.0005  0.001  -0.0003
Si  0.0008  -0.0015  0.0002
Si  -0.0021  -0.0007  0.0005
Si  0.0009  -0.0026  0.0007
Si  -0.0011  0.0018  0.0014
Si  0.0012  -0.0017  0.0002
Si  -0.0004  0.0018  -0.0002
Si  -0.0011  0.0001  0.0017
Si  0.002  0.0003  0.0008
Si  -0.0005  0.0018  0
Si  0.0007  -0.0018  0.0004
Si  -0.0006  -0.0013  0.0027
Si  0.0008  -0.0003  0.0022
Si  0.0006  -0.0002  0.0027
Si  0.0009  -0.002  0.0017
Si  -0.0032  0.0018  0.0012
Si  -0.0004  -0.0009  0.003
Si  0.0002  0.0001  0.003
Si  -0.0007  -0.0022  0.0034
Si  0.0029  0.0004  -0.0054
Si  -0.0038  -0.0036  -0.0006
Si  0.0015  0.0031  -0.0064
Si  0.0003  -0.0031  -0.0005
Si  0.0008  -0.0013  -0.0003
Si  0.0045  0.0023  -0.0062
Si  -0.0025  -0.0013  0.0008
Si  0.0041  0.0025  -0.0025
Si  0.0067  0.0019  0.0035
Si  -0.004  -0.0017  0.0009
Si  -0.0061  -0.0073  0.0038
Si  0.0007  0.0037  -0.0036
Si  -0.0025  -0.0029  -0.0015
Si  0.0006  0.0028  -0.0004
Si  -0.0042  -0.0016  -0.0067
Si  -0.0044  -0.0037  0.0083
Si  0.0008  0.0043  -0.0158
Si  0.005  -0.006  -0.0031
Si  0.0021  0.0035  -0.0095
Si  0.0001  -0.0056  0.0011
Si  0.0026  0.0044  -0.0033
Si  0.0034  0.0014  -0.0091
Si  0.0042  0.0002  0.0039
As  0.0006  -0.0007  -0.029
Si  0.0077  -0.0069  -0.004
Si  -0.0198  0.0107  -0.0044
Si  -0.008  0.0037  0.0009
Si  0.0012  -0.0047  -0.0038
Si  -0.0014  0.0029  -0.003
Si  0.0027  -0.0003  0
Si  0.0035  -0.0152  0.0038
Si  -0.0045  0.0079  -0.004
Si  -0.0033  -0.0114  0.0229
Si  -0.0041  0.012  0.0049
Si  -0.0153  0.0002  0.0159
Si  0.0116  0.0066  0.0112
Si  0.0033  0.0089  0.0114
Si  -0.0067  0.0054  0.0034
Si  0.018  -0.0076  0.0174
Si  0.0141  -0.0124  0.0263
O  -0.0131  0.0032  -0.0069
O  0.0075  -0.0022  -0.0046
O  0.0009  -0.0003  -0.0024
O  0.0014  0.0005  -0.0037
O  0.0022  0  0.0023
O  -0.0039  -0.0046  -0.0017
O  0.0002  -0.0011  -0.0019
O  0.0004  -0.0021  -0.0029
O  -0.0093  -0.0008  0.0009
O  0.0017  0.0074  0.0023
O  0.0091  -0.0033  0.0056
O  -0.0053  -0.0098  0.0016
O  -0.0017  -0.0028  0.001
O  0.0021  0.0022  -0.0024
O  0.004  -0.0012  -0.0094
O  0.0035  -0.0033  -0.0004
O  -0.0031  0.0023  -0.0044
O  -0.003  0.0033  -0.0042
O  -0.0023  0.0031  -0.0038
O  0.0026  -0.0032  -0.0037
O  0.002  -0.0021  -0.0035
O  -0.0019  0.0016  -0.0029
O  0.0022  -0.0018  -0.0036
O  0.0033  -0.0048  -0.0066
Si  0.0003  0.0009  0.0093
Si  -0.0003  0.0007  -0.0033
Si  0.0008  0.0005  -0.0007
Si  -0.0007  -0.0004  0.0099
Si  -0.0023  0.0047  -0.0055
Si  0.0003  -0.0012  -0.0003
Si  0.0002  -0.0015  -0.0017
Si  -0.0024  0.0033  0.0045
Si  0.0005  0.014  -0.0224
Si  -0.0004  -0.0002  -0.0023
Si  -0.0024  -0.0006  0.0001
Si  -0.0003  0.0015  -0.0004
Si  0.0033  -0.0029  -0.0107
Si  0.002  -0.003  0.0039
Si  -0.0045  0.002  -0.0087
Si  0.0014  0.0013  -0.002
Si  -0.003  0.0001  -0.0052
Si  0.0002  -0.0005  0.0081
Si  -0.0079  0.0024  -0.0266
Si  0.0001  0.0013  -0.0002
Si  -0.0003  0.0009  -0.0027
Si  0.0003  -0.0006  -0.0014
Si  -0.0003  0.0015  -0.0045
Si  0.0007  -0.002  -0.0172
Si  0.0007  0.0021  -0.0053
Si  -0.0003  -0.0007  -0.0016
Si  -0.0011  0.0028  0.0055
Si  0.0031  -0.0027  -0.0046
Si  0.0015  0.0046  -0.0025
Si  0.0006  -0.0016  -0.0005
Si  0  0.0028  -0.0023
Si  -0.0021  0.0013  -0.0013
Si  0.0037  -0.0034  -0.0057
Si  -0.0003  -0.0011  0.0002
Si  0.0001  0.0027  -0.0028
Si  0  0.0001  0.0077
Si  0.0014  -0.0006  0.003
O  -0.0019  -0.0076  0.0028
O  -0.0003  0.0006  0.0036
O  -0.0043  -0.0026  0.0027
O  0.0032  -0.0004  0.0055
O  0  0.0005  -0.0005
O  0.0051  -0.0001  0.0016
O  0.0002  0.0013  0.001
O  -0.0004  0.0001  0.0002
O  0.0008  0  -0.001
O  -0.0013  -0.0003  0.0021
O  -0.0011  -0.0005  -0.0008
O  0.0011  -0.0014  0.0003
O  0.0018  0.0045  -0.0004
O  -0.0003  0.0004  0.0012
O  0.0003  -0.0003  -0.0017
O  -0.0012  0.0007  -0.0033
O  0.0022  0.0003  0.0012
O  0.0011  0.0015  0.0032
O  0.0006  0.0001  -0.0028
O  -0.0007  -0.0006  -0.0009
O  0.0032  -0.0009  0.0039
O  0.0005  0.0007  0.0011
O  -0.0014  -0.0004  0.0001
O  0.0025  0.0018  0.0066
O  0.0007  0.0008  -0.0008
O  -0.0002  0.0017  0.0007
O  0.0019  -0.0021  0
O  -0.0008  0.0008  -0.0013
O  -0.0026  0.0021  -0.0004
O  -0.0006  0.0006  0.0007
O  -0.0007  0.0001  0.0024
O  -0.0003  0.0001  0.0015
O  0.0003  0.002  -0.0013
O  -0.0005  -0.0052  0.011
O  -0.0035  0.0009  0.0033
O  -0.0001  0.0001  0.0024
O  -0.0006  0.0016  -0.0004
O  -0.002  -0.0032  0.0041
O  0.0003  -0.0005  0.0001
O  -0.0005  -0.0008  -0.0009
O  -0.0032  0.0062  0.0051
O  -0.0041  0.006  0.003
O  -0.0003  -0.0046  0.0077
O  0.0002  0.0006  -0.0011
O  -0.0002  -0.0016  0
O  -0.0009  -0.0007  -0.0021
O  0.0037  -0.002  0.002
O  0.0012  0.003  0.002
O  -0.004  0.0029  0.0021
O  0.0006  0.0007  -0.0003
O  0.0045  0.0023  -0.0048
O  0.0043  -0.0015  0.0114
O  -0.0006  0.0005  0.0007
O  -0.0002  -0.0002  -0.0022
O  0.0091  -0.0011  0.0038
O  -0.0024  -0.0044  -0.0046
O  -0.0011  -0.0026  0
O  -0.0022  0.0014  -0.0004
O  -0.0011  0.0004  -0.0008
O  -0.0022  0.0038  0.0001
O  -0.0003  0.0048  -0.0071
O  -0.0001  0.0002  0.0013
O  -0.0015  -0.0035  -0.0082
O  0.0027  -0.0035  0.0038
O  -0.0033  0.0011  0.0038
O  0.0036  0.0019  -0.0005

The program warned: the cutoff lies below the one the program advises for these potential files; the exchange-correlation potential is rough where the density is thin.
